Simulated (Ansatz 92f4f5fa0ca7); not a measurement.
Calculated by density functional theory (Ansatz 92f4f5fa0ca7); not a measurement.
Periodic cell of 224 atoms, Si134O86N4, from a study of silicon, its oxide and their interface. The atomic structure is a simulated model.
This geometry differs little from another in the collection (a relaxation step or a small displacement).

Settings: functional r2SCAN; potential files Ansatz PAW; basis plane waves; wave-function cutoff 800 eV; density cutoff ratio 5; exchange-correlation grid ratio 1; k mesh 1 x 1 x 1, shifted by 0.5 0.5 0 of a step; self-consistency stop 1e-10 eV per atom in the density residual; occupations fixed; spin none; net charge 0.

Cell vectors (angstrom)
a	10.88	0	0
b	0	10.88	0
c	0	0	31.6662

Atoms: element, x, y, z (angstrom)
Si	0.3021	-0.5094	-0.0856
Si	2.4868	3.0922	-0.4662
Si	0.1967	5.2588	-0.1633
Si	2.6603	8.3086	0.2099
Si	5.8604	-0.4367	-0.1126
Si	8.0146	2.6708	0.2286
Si	4.8588	6.1424	-0.2978
Si	8.1136	8.5187	-0.018
Si	1.4287	1.3632	0.9237
Si	3.983	4.274	1.0106
Si	1.3162	6.7541	1.3082
Si	4.2101	9.5642	1.4279
Si	6.6295	1.2833	1.3763
Si	9.5393	4.1112	1.2298
Si	6.6648	6.9943	1.1059
Si	9.6554	9.4376	1.4418
Si	0.0576	2.665	2.4755
Si	2.7598	0.1424	2.5304
Si	0.0438	8.0742	2.762
Si	2.6868	5.3997	2.6142
Si	5.3134	2.8539	2.5004
Si	8.1694	-0.0335	2.6537
Si	5.4612	8.1515	2.7481
Si	8.0968	5.5401	2.4616
Si	1.3455	4.018	3.9393
Si	4.0449	1.4821	3.9529
Si	1.4302	9.5711	3.9283
Si	4.0576	6.7579	3.9878
Si	6.7817	4.1338	3.8542
Si	9.5532	1.3688	3.9185
Si	6.8405	9.5175	4.0524
Si	9.4558	6.765	3.9941
Si	0.0215	0.0035	5.2953
Si	2.6968	2.7414	5.3661
Si	-0.0229	5.3955	5.3011
Si	2.7392	8.1821	5.311
Si	5.4326	0.0604	5.2968
Si	8.1625	2.7524	5.2303
Si	5.4494	5.4256	5.3187
Si	8.1795	8.1507	5.3907
Si	1.3562	1.3472	6.6868
Si	4.0883	4.0877	6.695
Si	1.3539	6.8044	6.6464
Si	4.1048	9.5309	6.6637
Si	6.8244	1.399	6.6459
Si	9.5061	4.0526	6.6657
Si	6.7905	6.7906	6.6953
Si	9.5618	9.5301	6.691
Si	-0.0026	2.7069	8.0349
Si	2.7305	-0.0153	8.0198
Si	0.0228	8.1582	8.0483
Si	2.7323	5.4663	8.0325
Si	5.4591	2.7275	8.04
Si	8.1817	0.0196	8.0205
Si	5.4467	8.1657	8.0447
Si	8.1539	5.4175	8.0206
Si	1.3715	4.0817	9.3688
Si	4.1038	1.3281	9.3643
Si	1.3971	9.518	9.4095
Si	4.1158	6.789	9.4244
Si	6.7982	4.0995	9.4165
Si	9.5453	1.3471	9.4159
Si	6.8133	9.5358	9.3802
Si	9.5083	6.7822	9.3593
Si	0.041	-0.0111	10.7909
Si	2.7539	2.6991	10.6896
Si	-0.0098	5.4365	10.7137
Si	2.7833	8.1732	10.7611
Si	5.4603	0.0026	10.7658
Si	8.162	2.7233	10.7328
Si	5.4677	5.4414	10.8463
Si	8.1308	8.1197	10.714
Si	1.4416	1.3952	12.1188
Si	4.108	3.9673	12.1194
Si	1.3822	6.7938	12.0292
Si	4.1522	9.5067	12.1676
Si	6.8183	1.3835	12.1142
Si	9.501	4.0864	12.0812
Si	6.8223	6.8504	12.2292
Si	9.5078	9.4369	12.047
Si	-0.0145	2.7361	13.4123
Si	2.8344	0.0412	13.4917
Si	0.0266	8.1258	13.4032
Si	2.6703	5.3444	13.3347
Si	5.4982	2.6784	13.5923
Si	8.161	-0.0613	13.371
Si	5.4764	8.224	13.6828
Si	8.2308	5.4477	13.5326
Si	1.1216	4.2599	14.7597
Si	4.4288	1.0564	14.9502
Si	1.1405	9.7887	14.6074
Si	4.1776	6.4872	14.6587
Si	6.5905	4.3795	14.8414
Si	9.7247	1.0957	14.6187
Si	6.783	9.8035	14.9891
Si	9.8641	6.5584	14.8248
Si	-1.9691	0.1705	27.2303
Si	-1.9403	8.5576	17.0787
Si	2.1724	7.005	19.3682
Si	10.4751	0.3056	21.3502
Si	9.0849	12.6382	17.5369
Si	5.0299	7.4082	19.3626
Si	7.7542	11.5043	19.8795
Si	3.7499	1.7962	21.2078
Si	-0.2203	-4.5961	21.2449
Si	-4.7189	3.1449	20.2939
Si	-5.2022	2.9785	23.0918
Si	1.0509	1.1863	18.6968
Si	7.8981	-2.4661	24.3878
Si	12.4301	3.8693	22.2086
Si	0.9307	0.9838	26.5879
Si	5.3249	-1.8383	25.4824
Si	-0.252	-8.7197	23.9515
Si	14.1058	-8.6174	28.1386
Si	3.6487	16.5492	17.4166
Si	11.9964	9.3138	17.4727
Si	4.4542	-2.2677	29.5758
Si	7.5156	4.289	17.8901
Si	7.8001	-8.6477	25.1696
Si	10.6087	-2.1209	23.0866
Si	6.7524	-6.4913	29.8633
Si	-1.4269	-2.9386	26.7519
Si	8.0507	-4.0371	19.3901
Si	15.8793	-0.8961	20.3945
Si	14.8124	5.3257	23.6416
Si	13.7587	2.8596	17.0111
Si	1.2988	-1.9765	25.7933
Si	8.6156	-10.6584	30.1825
Si	-1.7467	6.4592	29.4913
Si	3.3215	-0.6246	27.4335
Si	5.9506	-7.2445	27.3339
Si	5.3359	-2.8362	22.9148
Si	5.1323	6.1969	28.3876
Si	3.6426	6.8209	26.1868
O	-2.1989	1.7488	-0.938
O	1.5344	-1.5478	-0.4903
O	1.2683	4.1513	-0.6903
O	3.0237	2.7876	29.6729
N	1.8082	-0.5111	26.5918
O	-0.348	5.9668	30.1367
O	9.2464	2.7397	24.606
N	3.8339	7.52	-0.8632
O	3.6422	-4.6325	27.7113
O	5.1163	-3.3746	26.0008
O	6.8693	3.6926	31.2993
O	5.0283	-0.8692	30.1899
O	5.9872	5.2736	27.3506
O	8.6643	7.7379	30.3398
O	0.0773	5.4178	15.2932
O	1.7139	3.4402	16.037
O	3.6943	1.662	16.2772
O	0.7751	3.3173	23.5113
O	1.7066	9.1223	15.9806
O	0.0284	10.9239	15.056
O	3.3287	6.5045	16.0609
O	5.4369	5.509	14.9966
O	6.9893	4.0729	16.3849
O	4.9234	6.4659	18.04
O	10.3641	-1.5849	17.3719
O	7.7724	9.3672	16.2434
O	5.612	10.885	15.4531
O	8.7081	14.11	18.0496
O	9.2717	7.2552	16.1681
O	0.8204	-1.8226	24.2531
O	4.8574	-1.8622	19.0775
O	-0.5592	1.2768	22.6322
O	-0.249	1.6014	17.8722
O	8.1526	11.5463	18.3009
O	9.1855	17.3091	20.5099
O	7.3961	2.114	20.3529
O	8.9109	12.4929	15.94
O	3.8151	11.0861	20.7279
O	10.605	7.1965	22.603
O	8.1072	11.7571	26.0107
O	-1.7577	-1.7083	23.6328
O	4.5668	12.7703	22.6133
O	0.9211	6.9492	20.3385
O	-2.4787	8.2031	18.5688
O	6.9536	-7.6867	26.1649
O	-5.7429	8.8736	21.562
O	10.9881	-1.1486	21.8467
O	-4.5048	4.0819	19.016
O	3.6094	7.0898	20.1489
O	3.3428	-5.1934	25.101
O	11.4199	-9.5916	25.0526
O	3.9245	-6.7943	17.2165
O	15.8589	-6.7505	23.9772
O	-4.6736	3.7993	21.7778
O	17.4823	3.2135	28.7615
O	1.8315	2.1763	27.2709
O	5.5699	7.7434	28.7499
O	4.6205	-4.2787	22.9287
O	-6.2132	-1.8375	24.007
N	7.5181	-11.699	31.072
O	0.6104	0.9263	20.2397
O	3.6532	0.719	28.2552
O	15.486	-0.7896	26.4487
O	6.914	-3.1124	23.2674
O	11.2436	4.7549	21.4597
O	12.502	-0.1685	18.0699
O	13.229	5.7227	18.3885
O	-1.8853	-12.3002	27.0258
O	-4.0621	2.1382	23.8768
O	4.6716	2.5353	20.0901
O	6.4375	-0.2161	20.1969
O	2.1971	2.3094	18.3882
O	13.6172	-6.0182	22.6656
O	6.5207	-3.8447	19.976
O	11.0405	-2.8458	26.53
O	-0.4869	0.824	27.3667
N	5.3681	-5.4832	29.8894
O	3.2986	-1.8254	28.53
O	2.333	-8.2562	21.4196
O	15.2836	-7.7915	27.3494
O	-2.2499	-3.47	25.449
O	8.0984	-5.1399	18.211
O	9.0168	0.081	20.7014
O	12.7134	8.2337	18.3975
O	9.2308	-3.9677	27.9609
O	8.0966	5.2395	29.6002
O	-0.717	-11.2015	30.2904
O	13.4946	-2.873	25.9216
O	17.7797	-1.5286	25.2804
O	8.1539	0.3521	28.6448

Results
free energy: -136306.012 eV
free energy less fixed offsets of N -386.36, O -570.45, Si -639.56 eV per atom: -0.832 eV

Forces (eV/angstrom), in the order of the atoms: element, x, y, z
Si	0.0511	0.064	0.2097
Si	0.0181	-0.0165	0.2918
Si	0.0317	0.0177	0.1479
Si	0.0152	-0.0613	0.1708
Si	0.1143	-0.0268	0.1488
Si	0.0102	0.0999	0.1581
Si	0.0706	0.088	0.2799
Si	-0.0698	-0.0113	0.1322
Si	-0.0558	0.0322	-0.0055
Si	-0.0288	-0.0192	0.0355
Si	0.0581	-0.0076	0.0138
Si	-0.037	-0.0143	0.0612
Si	0.0857	0.0503	0.0268
Si	0.0169	-0.0285	-0.0009
Si	-0.0113	0.0238	-0.0332
Si	-0.0056	0.0174	0.1072
Si	-0.0307	0.028	0.0159
Si	0.0472	0.0404	0.0329
Si	0.0015	0.0195	0.0192
Si	-0.0066	-0.0039	0.0393
Si	0.0196	0.0154	0.0199
Si	-0.1201	-0.0739	0.0051
Si	-0.0816	-0.0879	0.0781
Si	0.0614	0.0218	0.0092
Si	-0.045	0.0305	0.0078
Si	-0.0255	-0.0071	-0.006
Si	0.0212	-0.0559	-0.0348
Si	0.0565	-0.0347	0.0264
Si	-0.0369	-0.0137	-0.0219
Si	-0.0109	0.0646	-0.0735
Si	-0.002	-0.0001	-0.0123
Si	0.0375	-0.006	-0.0097
Si	-0.0137	-0.0259	-0.0223
Si	0.0022	0.0292	0.0127
Si	-0.014	-0.0228	0.0032
Si	0.0123	0.0131	0.0114
Si	0.0223	0.0036	-0.0266
Si	0.0021	0.0036	0.0159
Si	-0.0398	0.0148	-0.0132
Si	-0.0317	-0.0062	0.0104
Si	0.023	0.0337	-0.0005
Si	0.0087	-0.0267	0.0186
Si	-0.0049	0.0239	-0.0016
Si	-0.0358	-0.0296	-0.0058
Si	0.009	0.0039	0.0061
Si	0.0044	0.0175	-0.0116
Si	0.035	-0.0122	0.0049
Si	-0.0111	-0.0149	0.0027
Si	-0.0186	-0.0373	0.0029
Si	-0.0048	-0.0109	0.001
Si	-0.0003	0.0041	-0.0101
Si	0.0281	0.003	-0.0079
Si	-0.0207	0.0363	-0.0045
Si	0.0183	-0.0082	-0.0091
Si	0.0195	0.0087	-0.0156
Si	-0.0161	0.0146	0.0065
Si	-0.0005	0.024	-0.0098
Si	0.0219	-0.0201	-0.0084
Si	0.0129	-0.0325	0.0171
Si	-0.0287	0.0227	0.0014
Si	0.0042	-0.0278	0.0069
Si	0.0065	0.0259	0.0164
Si	-0.0039	-0.0123	-0.0023
Si	-0.0115	-0.0116	-0.0033
Si	-0.0087	-0.0324	0.027
Si	0.0026	0.0018	0.0162
Si	0.0042	0.0088	0.0404
Si	0.0097	-0.018	0.0364
Si	-0.0057	0.0134	0.045
Si	-0.0139	-0.0009	0.0197
Si	0.0045	-0.012	0.028
Si	0.0083	0.0291	0.03
Si	-0.0433	-0.0201	-0.0517
Si	0.0019	0.0304	-0.0588
Si	0.0136	0.0016	-0.0445
Si	-0.0243	-0.0015	-0.0185
Si	0.038	-0.0114	-0.0418
Si	-0.0093	-0.0174	-0.0296
Si	-0.0175	-0.0302	-0.0348
Si	-0.0002	0.0196	-0.0412
Si	-0.0094	0.011	-0.01
Si	0.0175	-0.03	-0.0113
Si	0.0288	-0.0084	-0.0196
Si	0.0189	0.0443	-0.0447
Si	0.0439	0.0108	0.0026
Si	-0.0471	0.0241	-0.0281
Si	-0.034	-0.0347	0.0164
Si	-0.0032	0.003	-0.013
Si	-0.0809	0.0438	-0.2439
Si	0.1103	-0.0413	-0.2178
Si	-0.0236	0.0649	-0.2027
Si	0.13	0.0525	-0.1998
Si	-0.0368	0.0015	-0.2601
Si	0.0625	-0.0142	-0.2157
Si	-0.102	0.0042	-0.2668
Si	0.0513	-0.0461	-0.2384
Si	-0.0002	-0.013	0.2509
Si	-0.0267	0.008	-0.2952
Si	0.0168	0.0384	-0.2139
Si	0.0002	0.0136	-0.1511
Si	0.0243	0.0167	-0.2733
Si	-0.0312	-0.06	-0.1538
Si	0.0206	0.0008	-0.1747
Si	0.0672	-0.0158	-0.1193
Si	-0.0087	0.0764	-0.1583
Si	0.0378	0.0087	-0.1904
Si	0.0679	0.008	0.0006
Si	-0.0307	-0.0413	-0.2379
Si	0.0304	-0.0123	0.1387
Si	-0.0286	0.0082	-0.0238
Si	0.0411	-0.0628	0.1812
Si	-0.06	0.0351	0.1767
Si	-0.0222	-0.0864	0.1315
Si	0.0019	-0.016	0.2702
Si	0.0001	0.0624	-0.2953
Si	-0.0143	-0.0186	-0.236
Si	0.0431	-0.0263	0.3027
Si	0.0132	-0.0306	-0.2958
Si	-0.0062	-0.0313	0.1974
Si	0.0302	-0.002	0.0397
Si	0.0223	0.033	0.2229
Si	0.0167	0.0041	0.2372
Si	-0.0179	0.0388	-0.2103
Si	0.0369	-0.0428	-0.1739
Si	0.0132	0.0314	0.0957
Si	0.0264	-0.0068	-0.292
Si	-0.0104	0.0463	0.1749
Si	-0.0197	-0.0549	0.3119
Si	0.0136	0.0579	0.3166
Si	-0.0312	-0.0418	0.1967
Si	-0.0145	0.0429	0.2123
Si	0.0059	0.0502	-0.036
Si	0.0884	-0.0139	0.3825
Si	-0.0081	-0.006	0.2283
O	0.0315	0.0126	-0.0518
O	-0.0127	0.0096	-0.1534
O	-0.0393	0.035	-0.0897
O	0.0245	-0.0446	-0.2662
N	-0.0572	0.0062	-0.0918
O	-0.0267	-0.008	-0.1516
O	0.0345	0.056	-0.0591
N	0.0381	0.0421	-0.2408
O	-0.0609	0.0034	-0.1575
O	0.0406	0.0121	-0.0671
O	-0.0568	0.089	-0.046
O	-0.0323	-0.1164	-0.2153
O	-0.0068	0.026	-0.1701
O	0.0191	-0.0854	-0.1634
O	0.0131	-0.001	0.094
O	0.0452	-0.0722	0.1753
O	-0.0827	0.0774	0.2193
O	0.0263	0.0506	0.0001
O	0.0088	-0.0107	0.1663
O	0.0186	-0.0432	0.0933
O	-0.0665	-0.0467	0.2127
O	-0.0337	-0.0166	0.1003
O	0.0283	-0.0137	0.2496
O	0.0543	0.0414	0.1228
O	-0.0281	0.04	0.0905
O	0.0938	-0.0608	0.2123
O	-0.0087	0.0189	0.0931
O	-0.0176	-0.0031	0.1199
O	-0.0505	0.051	0.2076
O	-0.0311	-0.0082	-0.0952
O	-0.0056	0.041	0.0753
O	0.0006	0.0174	0.0114
O	0.0587	-0.0125	0.0807
O	-0.0498	-0.0335	0.1356
O	0.0684	-0.0312	0.1065
O	0.0017	0.0306	0.0596
O	-0.0344	0.0344	0.2171
O	-0.0569	0.0473	0.0394
O	-0.0007	-0.0092	0.0468
O	-0.0503	0.0431	-0.1219
O	-0.0141	0.0102	-0.0246
O	-0.0171	-0.0177	0.045
O	-0.0672	-0.0196	0.09
O	-0.025	-0.0326	0.1429
O	0.0741	-0.0325	-0.126
O	0.0011	-0.0331	0.0296
O	0.0165	-0.017	-0.0034
O	-0.0827	-0.0381	0.1382
O	0.0347	0.0257	0.106
O	-0.0117	-0.049	-0.1048
O	-0.0215	0.0421	-0.1195
O	0.0343	-0.0096	0.1148
O	-0.0135	0.0003	0.0218
O	-0.0127	0.0048	0.0533
O	-0.0073	-0.0323	-0.1525
O	-0.0695	0.0149	-0.0949
O	0.0105	-0.0212	-0.1699
O	-0.0176	-0.0281	-0.0222
O	0.0027	-0.0083	-0.0618
N	-0.0371	0.0386	-0.0652
O	-0.0103	0.0005	0.1648
O	-0.0058	0.002	-0.0574
O	0.0812	-0.007	-0.1166
O	-0.0146	-0.0282	-0.0212
O	0.0235	-0.065	0.0397
O	-0.0024	0.0679	0.0823
O	-0.0551	-0.0127	0.1442
O	-0.0328	-0.0241	-0.0856
O	-0.0366	-0.0135	-0.0644
O	-0.0214	-0.0022	0.0515
O	-0.0186	-0.0078	0.0609
O	-0.0444	-0.0237	0.1655
O	-0.0052	-0.0048	-0.0261
O	-0.0032	0.0048	0.0869
O	0.0497	-0.0204	-0.0547
O	0.062	0.0262	-0.0769
N	-0.0756	-0.0447	-0.2881
O	-0.0619	0.081	-0.1709
O	-0.0331	0.0093	0.0203
O	-0.0033	-0.0094	-0.1061
O	-0.0529	-0.0238	-0.1146
O	0.0181	0.0714	0.0842
O	0.0233	-0.0299	0.0593
O	0.047	-0.0595	0.1147
O	0.0191	0.026	-0.2204
O	0.0115	-0.0364	-0.0904
O	0.0373	-0.0176	-0.1347
O	0.0062	0.0008	-0.0521
O	0.0622	0.0254	-0.0496
O	0.0133	0.015	-0.2387

The program warned: the cutoff lies below the one the program advises for these potential files; the forces do not sum to zero within the program's tolerance; empty levels may hold ghost states of the PAW files; the exchange-correlation potential is rough where the density is thin.
